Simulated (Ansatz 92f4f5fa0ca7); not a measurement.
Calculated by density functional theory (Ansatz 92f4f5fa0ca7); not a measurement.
Periodic cell of 222 atoms, Si134O80N8, from a study of silicon, its oxide and their interface. The atomic structure is a simulated model.
Doubt: the cutoff is far below the 930 eV that the study's wrapper takes by default for these files, so forces and energies are approximate.
This geometry differs little from another in the collection (a relaxation step or a small displacement).

Settings
functional: PBE
potential files: Ansatz PAW
basis: plane waves
wave-function cutoff: 580 eV
density cutoff ratio: 5
exchange-correlation grid ratio: 1
k mesh: 1 x 1 x 1, Gamma-centred
self-consistency stop: 5e-08 eV per atom in the density residual
occupations: fixed
spin: none
net charge: 0

Cell vectors (angstrom)
a, 10.938, 0, 0
b, 0, 10.938, 0
c, 0, 0, 31.5738

Atoms and the computed forces on them: element, x, y, z (angstrom), force x, y, z (eV/angstrom)
Si, 0.2973, -0.3877, 24.1028, -0.0044, -0.0066, -0.0041
Si, 4.8215, 0.5603, 23.9338, -0.0095, -0.0023, -0.0271
Si, 2.7459, 2.714, 24.5434, 0.0014, 0.0075, 0.0012
Si, 7.887, 2.8837, 23.9611, -0.0104, 0.001, -0.0121
Si, 0.4744, 5.0115, 23.9725, 0.0028, -0.0122, -0.0136
Si, 5.6531, 5.1247, 24.3958, 0.0059, 0.0067, -0.008
Si, 2.7256, 8.4758, 24.0737, -0.0009, 0.0081, -0.0235
Si, 8.3231, 8.6788, 23.7927, 0.0113, -0.0061, 0.0122
Si, 1.2743, 1.2611, 25.5261, 0.0001, 0.0059, 0.0032
Si, 6.7509, 1.3032, 25.2842, 0.0058, 0.0024, 0.0167
Si, 4.2352, 3.9819, 25.8266, -0.0098, -0.0021, 0.0056
Si, 9.5594, 4.0958, 25.2285, 0.0027, 0.0038, 0.0063
Si, 1.5284, 6.7583, 25.2634, -0.0012, -0.0059, 0.0126
Si, 6.8645, 7.0382, 25.1544, -0.0044, -0.0006, -0.0025
Si, 4.0297, 9.7951, 25.4654, 0.0077, 0.004, 0.0153
Si, 9.7247, 9.4383, 25.5035, -0.0079, 0.0028, -0.0065
Si, 2.6728, 0.0313, 26.9019, 0.0014, 0.0014, -0.0039
Si, 8.2127, -0.0466, 26.7193, 0.0034, 0.0018, -0.0038
Si, -0.0795, 2.7509, 26.7583, 0.0029, -0.0013, -0.0005
Si, 5.6235, 2.569, 26.9292, 0.003, -0.0011, -0.0036
Si, 2.7659, 5.468, 26.8386, 0.0027, -0.0024, -0.0026
Si, 8.2088, 5.5626, 26.6362, -0.0011, 0.0018, -0.003
Si, 0.1359, 8.0556, 26.785, 0.0028, 0.0017, -0.0012
Si, 5.4648, 8.28, 26.694, -0.0009, -0.0019, -0.001
Si, 4.1018, 1.3673, 28.1555, -0.0268, -0.3006, 0.8976
Si, 9.5708, 1.3673, 28.1555, -0.4733, 0.008, -0.2544
Si, 1.3673, 4.1018, 28.1555, -0.3601, -0.0526, -0.1577
Si, 6.8362, 4.1018, 28.1555, 0.6919, 0.3975, -0.1214
Si, 4.1018, 6.8362, 28.1555, 0.2398, 0.5382, -0.1638
Si, 9.5708, 6.8362, 28.1555, 0.1631, -0.3649, -0.2773
Si, 1.3673, 9.5708, 28.1555, -0.1096, -0.6237, 0.5206
Si, 6.8362, 9.5708, 28.1555, 0.0376, 0.0102, -0.3092
Si, 0, 0, 29.5228, -0.0933, -0.1673, -0.0619
Si, 5.469, 0, 29.5228, -0.2108, -0.0339, 0.0992
Si, 2.7345, 2.7345, 29.5228, 0.1256, 0.0198, -0.0333
Si, 8.2035, 2.7345, 29.5228, 0.1396, 0.1563, 0.0404
Si, 0, 5.469, 29.5228, -0.1418, -0.1164, 0.0307
Si, 5.469, 5.469, 29.5228, 0.0472, 0.049, -0.0998
Si, 2.7345, 8.2035, 29.5228, 0.0309, 0.1533, 0.0739
Si, 8.2035, 8.2035, 29.5228, 0.0148, 0.0593, -0.0915
Si, 1.3673, 1.3673, 30.89, 0.0107, 0.0082, -0.0281
Si, 6.8362, 1.3673, 30.89, -0.0242, 0.0679, -0.0579
Si, 4.1018, 4.1018, 30.89, -0.0823, 0.0434, 0.0111
Si, 9.5708, 4.1018, 30.89, 0.0751, -0.093, 0.0256
Si, 1.3673, 6.8362, 30.89, 0.0775, -0.0163, -0.0495
Si, 6.8362, 6.8362, 30.89, 0.0356, -0.0601, -0.0172
Si, 4.1018, 9.5708, 30.89, 0.0392, -0.1314, 0.0174
Si, 9.5708, 9.5708, 30.89, -0.0193, 0.0622, 0.0115
Si, 2.7345, 0, 0.6835, 0.0433, 0.0455, 0.0069
Si, 8.2035, 0, 0.6835, -0.051, 0.043, -0.0049
Si, 0, 2.7345, 0.6835, 0.0092, 0.0279, 0.0452
Si, 5.469, 2.7345, 0.6835, 0.0005, -0.1065, 0.0094
Si, 2.7345, 5.469, 0.6835, -0.0453, 0.0152, 0.0056
Si, 8.2035, 5.469, 0.6835, -0.0361, -0.0153, 0.003
Si, 0, 8.2035, 0.6835, 0.0282, -0.0288, -0.0033
Si, 5.469, 8.2035, 0.6835, -0.0537, 0.095, 0.0305
Si, 4.1018, 1.3673, 2.0507, -0.0069, 0.1223, -0.0221
Si, 9.5708, 1.3673, 2.0507, -0.0908, -0.1219, -0.0282
Si, 1.3673, 4.1018, 2.0507, 0.1538, 0.0077, -0.0112
Si, 6.8362, 4.1018, 2.0507, 0.1278, 0.1419, 0.0317
Si, 4.1018, 6.8362, 2.0507, -0.0939, -0.1652, 0.0134
Si, 9.5708, 6.8362, 2.0507, 0.0471, 0.0288, 0.0642
Si, 1.3673, 9.5708, 2.0507, -0.0987, -0.1009, 0.0603
Si, 6.8362, 9.5708, 2.0507, 0.0368, -0.059, -0.0204
Si, 0, 0, 3.418, -0.6704, -0.3691, 0.1851
Si, 5.469, 0, 3.418, -0.0364, 0.009, 0.083
Si, 2.7345, 2.7345, 3.418, 0.5407, 0.4321, -0.8222
Si, 8.2035, 2.7345, 3.418, 0.2888, 0.0644, -0.0479
Si, 0, 5.469, 3.418, 0.0953, 0.0855, 0.1008
Si, 5.469, 5.469, 3.418, 0.0324, 0.1879, 0.2146
Si, 2.7345, 8.2035, 3.418, -0.2608, -0.3409, 0.3016
Si, 8.2035, 8.2035, 3.418, -0.1439, 0.4198, -0.2269
Si, 1.3879, 1.3888, 4.6402, 0.0019, -0.0016, 0.001
Si, 6.8327, 1.4029, 4.7698, -0.0026, 0.0036, 0.0014
Si, 4.1149, 4.0799, 4.7845, 0, 0.0013, 0.0013
Si, 9.621, 4.0799, 4.793, 0.0025, -0.0037, 0.0043
Si, 1.3035, 6.835, 4.874, 0.002, 0.0033, 0.0021
Si, 6.8157, 6.9316, 4.7856, -0.0029, -0.0011, 0.0037
Si, 4.0887, 9.5492, 4.7802, 0.0007, 0.0015, -0.0012
Si, 9.427, 9.572, 4.8973, 0.0021, 0.0033, 0.007
Si, 2.5955, -0.0279, 5.9772, -0.0055, -0.0015, -0.0041
Si, 8.052, 0.1403, 6.3155, 0.0042, -0.0079, -0.008
Si, 0.2185, 2.7483, 6.0814, -0.0056, 0.0046, -0.006
Si, 5.4523, 2.6637, 6.1773, -0.0038, -0.0031, -0.0066
Si, 2.7707, 5.4323, 6.1847, -0.0031, -0.003, -0.0007
Si, 8.1547, 5.4617, 6.0414, 0.0045, 0.0031, -0.0058
Si, -0.2535, 8.0714, 6.2916, -0.0041, -0.0067, -0.005
Si, 5.4893, 8.3281, 6.261, 0.0023, -0.001, -0.0048
Si, 3.9747, 1.2417, 7.382, -0.0025, 0.0002, 0.0085
Si, 9.8867, 1.3071, 7.3536, 0.001, 0.0041, 0.015
Si, 1.931, 3.6731, 7.5807, 0.0072, 0.0001, 0.0112
Si, 6.5773, 4.3849, 7.3711, -0.001, 0.0037, 0.0168
Si, 4.3636, 6.6347, 7.4447, 0.001, -0.0073, 0.0071
Si, 9.3417, 6.5367, 7.7766, -0.0015, 0.0003, 0.0021
Si, 0.9301, 9.839, 7.2646, 0.0095, -0.0044, 0.0132
Si, 6.2974, 10.0857, 7.7691, -0.009, -0.0009, 0.0193
N, 8.2943, 2.0208, 22.4343, -0.0019, 0.0009, 0.0111
N, 3.9993, 8.0421, 22.8176, -0.0077, -0.0018, 0.0117
N, 3.6084, 1.7782, 23.2874, 0.004, -0.0077, 0.0073
O, 5.2339, 5.9151, 21.0761, -0.0013, 0.002, 0.0017
N, -0.8958, 5.3224, 8.8874, -0.0018, 0.0021, -0.0062
O, 7.1421, -1.37, 9.0907, -0.0052, 0.0052, -0.0109
N, -0.0674, 0.0705, 8.1824, 0.0027, 0.0002, -0.0092
N, 3.0852, 9.3687, 10.5112, -0.0007, 0.0006, -0.0023
O, 7.4461, 4.1156, 8.7484, 0.0051, -0.0014, -0.0057
O, 8.246, 7.2865, 8.7812, -0.0009, -0.0017, -0.0016
O, 3.8637, 7.2769, 8.8923, -0.0042, 0.001, -0.001
O, 9.5074, 2.5738, 8.3492, 0.002, -0.0006, -0.0052
O, 2.9675, 2.4317, 8.0179, -0.0025, 0.0037, -0.0052
O, 3.0902, 13.488, 13.1816, -0.0003, -0.0013, -0.0005
O, 1.597, 4.3532, 9.0545, 0, -0.0001, -0.0028
O, 6.7531, 4.0867, 23.6848, 0.0058, -0.0056, 0.0035
O, 0.2844, 5.2457, 22.3138, -0.0017, 0.0014, 0.0114
O, 1.639, 3.8506, 24.0631, -0.0015, 0.0025, 0.0023
O, 4.3511, 5.4441, 23.4131, -0.0019, 0.0003, 0.0012
O, 7.8928, 10.2944, 23.4707, -0.0038, -0.0029, -0.0037
O, 1.4357, 9.4469, 23.5727, 0.005, -0.0015, 0.0034
N, -2.5057, 10.5178, 20.8334, 0.0018, 0.0021, 0.009
Si, 12.4662, 15.9771, 21.245, 0.0011, -0.0023, -0.0026
Si, 2.5584, 8.0992, 9.4122, -0.0017, 0.002, -0.0043
Si, 17.1774, 15.6608, 17.9527, 0.0051, 0.0074, -0.0063
Si, 10.4121, 10.6353, 9.8204, 0, -0.0013, 0.0044
Si, 3.4113, 2.5053, 21.6888, 0.0012, -0.0002, -0.0032
Si, 14.7586, 16.2675, 16.3694, 0.0028, 0.0002, 0.0015
Si, 1.7872, 16.6692, 18.2716, 0.001, 0.0006, -0.0017
Si, 11.2903, 5.1951, 12.9124, 0.0014, 0.0025, 0.0005
Si, 8.1993, -2.3868, 9.8073, 0.0028, -0.0033, 0.0027
Si, 1.9143, 9.9273, 11.6707, 0.001, -0.0024, 0.0012
Si, 4.5107, 9.3855, 21.8746, 0, 0.0016, -0.0057
Si, 9.0051, 8.8762, 20.7727, 0.0014, -0.0042, -0.0058
Si, 9.0113, 3.8968, 9.1568, -0.0062, -0.0043, -0.0007
Si, -2.8839, 7.1199, 18.3922, 0.0006, -0.0087, -0.0001
Si, 16.2144, -1.3798, 19.02, -0.0016, -0.0003, -0.0015
Si, 3.301, 18.9231, 17.2897, 0.0002, -0.0009, 0.0009
Si, -2.8415, 8.8659, 12.863, -0.0001, 0, 0.0019
Si, 0.3152, 9.9705, 19.1464, 0.0015, -0.0001, -0.0012
Si, 16.6255, 4.3744, 20.6829, -0.0001, -0.0003, -0.0026
Si, 3.6154, 12.1167, 12.5051, 0.0001, -0.0005, -0.0003
Si, 13.5111, 3.5929, 14.3203, -0.0007, 0.0007, 0.0007
Si, -2.2018, 0.3188, 22.3969, 0.0046, 0.0014, -0.0039
Si, 7.9801, 4.2296, 15.8042, -0.0004, -0.0009, 0.0041
Si, 4.0827, 6.4359, 22.1506, 0.0046, -0.0047, -0.0032
Si, 4.2907, 10.6394, 10.1277, 0.001, 0, 0.0028
Si, 11.49, 12.8361, 16.0888, -0.0003, -0.0008, -0.0008
Si, -2.9601, 7.1733, 15.4737, -0.0014, 0.0005, -0.0006
Si, 1.035, 9.7447, 16.297, 0.0004, -0.0003, 0.0002
Si, 0.1469, 8.3098, 13.5303, -0.0009, -0.0029, -0.001
Si, 0.6425, 5.4931, 9.7445, 0.0026, -0.0033, 0.004
Si, 6.3022, 11.2331, 12.1512, -0.0006, 0.0006, 0.0014
Si, 13.9493, 0.0018, 20.0461, 0, -0.0005, -0.0015
Si, 9.4764, 2.7689, 13.9455, -0.0012, 0.0009, 0.0025
Si, 10.1162, 5.967, 16.7971, -0.0032, -0.0011, 0.0047
Si, 8.0417, 13.6289, 20.8317, -0.0001, 0.0044, -0.0058
Si, 7.6829, 0.2995, 19.4184, -0.0014, 0.0013, -0.0043
Si, -0.9301, 1.6976, 18.786, -0.0004, -0.0003, -0.0008
Si, 8.6403, 12.8209, 11.2539, -0.0026, -0.0005, 0.0034
O, 9.4956, 4.5086, 16.3895, 0.0009, 0.0046, -0.001
O, -1.6797, 0.7377, 10.2867, 0.0003, -0.0018, -0.0011
O, 9.3511, 1.7562, 12.6997, -0.0023, -0.0014, -0.0021
O, -1.2365, 19.965, 13.0457, -0.0005, -0.0012, -0.0005
O, 3.7155, 1.1148, 10.8375, 0.0001, -0.0016, -0.0024
O, 5.3449, 10.5693, 22.6499, -0.0008, 0.0057, 0.0116
O, 5.3243, 5.4843, 16.8869, 0.0067, -0.0087, 0.0051
O, 2.5433, 9.2528, 16.6445, 0.0008, -0.0011, 0.0005
O, 17.6606, -0.7489, 18.6356, 0.0013, -0.0002, 0.0009
O, 4.7333, 8.4763, 17.9288, 0.0008, 0.0005, 0
O, 5.587, 10.2572, 11.054, -0.0021, -0.0009, -0.0018
O, 7.1262, 3.6617, 17.0797, -0.0024, 0.0094, 0.003
O, 7.4002, 5.6559, 15.2459, 0.0003, 0.0001, 0.0007
O, 12.0606, 5.1637, 19.6538, 0.0002, -0.0001, 0.0025
O, 13.3787, 7.2275, 18.4863, 0.0007, -0.0009, 0.0004
O, 8.9024, 8.1914, 22.2812, -0.0025, 0.0033, 0.0031
O, -5.826, 0.8819, 13.115, 0, -0.0007, -0.0002
O, 11.6518, 10.7026, 10.8636, -0.004, -0.0003, -0.002
O, 2.5427, 21.8569, 12.8186, 0.0005, 0, 0.0008
O, -3.8342, 16.7948, 18.7281, -0.0046, -0.0005, -0.0068
O, -0.0487, 0.5739, 19.5644, -0.0004, -0.0008, 0.0006
O, 9.558, 17.4609, 18.2221, -0.0048, -0.0022, -0.0043
O, -3.924, 12.5999, 20.0384, 0.0012, 0, 0.0012
O, 14.7419, 4.3471, 15.079, -0.0015, 0.0008, -0.0003
O, 12.8953, 19.9445, 8.2233, 0.0001, 0.001, -0.0014
O, 3.1329, 10.1123, 21.4327, -0.0001, 0.0009, 0
O, 10.9417, 6.6943, 13.4126, 0.0014, -0.0059, -0.0018
O, 9.4309, 13.7134, 19.9072, -0.0007, -0.0005, 0.0019
O, 10.9326, 2.317, 17.5868, -0.0006, -0.0002, 0.0008
O, 5.3291, 8.891, 20.5384, -0.0009, 0.0006, 0.0029
O, 1.3714, 6.982, 9.7541, 0.0006, 0.0012, -0.0013
O, 13.5445, 6.2276, 21.5128, -0.0003, 0.0016, 0.0027
O, 9.6122, 7.0202, 15.6412, 0.0002, -0.0009, 0.0016
O, 1.7856, 15.7049, 13.5315, -0.0032, -0.0002, -0.0019
O, 8.0187, 3.152, 14.5925, 0.0017, -0.0001, 0.0015
O, 11.3353, 16.0318, 11.2964, 0.0001, 0.0026, 0.0006
O, 10.9574, 9.5116, 17.5883, 0.0001, 0.0004, 0.0018
O, 12.262, 8.646, 12.4592, 0.0004, -0.0001, -0.0008
O, 3.4282, 17.8325, 16.0616, 0.0017, -0.0014, -0.0002
O, -8.7091, 3.6182, 21.563, 0.0003, -0.0004, 0.0008
O, -2.2162, 11.7598, 18.2439, -0.0007, -0.0004, 0.0013
O, 8.9404, 3.3973, 10.7151, -0.0001, 0.0002, -0.0021
O, 7.5365, 7.7788, 16.9543, 0.0005, 0.0001, 0.0012
O, 8.074, 8.0674, 19.7027, 0.0007, -0.0002, -0.0002
O, 4.8459, 14.1712, 21.467, 0, 0.0003, 0.0015
O, 7.2979, 4.1351, 20.9566, 0.0003, 0, 0.0005
O, 4.3186, 10.8672, 19.0856, -0.0006, -0.0002, 0.0011
O, 10.1775, 4.1637, 13.4929, 0, 0.0003, -0.0006
O, 7.3831, 10.3294, 12.9626, -0.0001, -0.001, -0.0004
O, 13.8306, 1.5493, 20.4679, 0.0001, -0.0002, 0.0012
O, 5.4365, 5.4612, 7.8746, 0, -0.0005, -0.0072
O, 10.2541, 1.902, 15.0573, -0.0002, -0.0008, -0.0002
O, 0.523, -1.9994, 14.986, 0.0008, 0.0007, 0.0017
N, 4.8412, 10.9971, 8.4744, 0.0048, -0.0006, -0.0051
O, 7.7869, 8.2082, 11.3715, 0, 0.0003, -0.0021
O, 7.5431, 8.0142, 14.1562, 0.0001, -0.0006, 0.0006
O, -0.5931, 0.1749, 22.8054, 0.0001, -0.0009, 0.0017
O, 12.1137, 0.4058, 16.0756, -0.0008, 0.0002, 0.0004
O, 1.9204, 21.0014, 19.2448, -0.0003, 0.0005, 0.0015
O, 12.628, 13.842, 15.5081, -0.0001, -0.0003, -0.0001
O, 11.6956, 5.8366, 16.9988, -0.0005, 0.0009, 0.0023
O, 5.3733, 4.0245, 19.1174, 0.0011, 0.0005, 0.0013
O, 9.725, -1.7887, 9.8485, -0.0003, 0.0004, -0.0002
O, 7.048, 12.5026, 11.4254, 0.0004, -0.0006, -0.0007
O, 10.5441, 8.9122, 20.1776, -0.0006, 0.0003, 0.0018
O, 13.8668, 15.685, 17.6317, -0.0014, -0.0006, 0.0008

Results
free energy: -133761.262 eV
free energy less fixed offsets of N -385.13, O -568.88, Si -635.61 eV per atom: 1.918 eV

The program warned: the cutoff lies below the one the program advises for these potential files; the exchange-correlation potential is rough where the density is thin.
